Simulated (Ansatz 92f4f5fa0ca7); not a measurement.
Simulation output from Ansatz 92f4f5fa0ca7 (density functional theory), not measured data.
Periodic cell of 214 atoms, Si128O86, from a study of silicon, its oxide and their interface. The atomic structure is a simulated model.
Doubt: the cutoff is far below the 930 eV that the study's wrapper takes by default for these files, so forces and energies are approximate.

Settings: functional PBE; potential files Ansatz PAW; basis plane waves; wave-function cutoff 580 eV; density cutoff ratio 5; exchange-correlation grid ratio 1; k mesh 1 x 1 x 1, Gamma-centred; self-consistency stop 5e-08 eV per atom in the density residual; occupations fixed; spin none; net charge 0.

Cell vectors (angstrom)
a	10.938	0	0
b	0	10.938	0
c	-2.6847	3.9116	31.7105

Atoms: element, x, y, z (angstrom)
Si	5.6157	8.0441	25.6141
Si	4.2924	17.3971	24.4892
Si	-0.7091	11.5035	24.184
Si	1.8109	14.5055	24.2201
Si	9.0805	18.2235	24.27
Si	5.5013	13.5258	25.5059
Si	6.9088	17.5469	26.9578
Si	8.339	10.7131	25.4479
Si	0.0959	13.3829	25.4466
Si	2.7943	16.0965	25.6918
Si	10.8787	19.0249	25.6241
Si	2.7508	10.7749	25.6075
Si	4.1816	14.7907	27.0128
Si	8.1849	16.2911	25.3831
Si	4.1704	9.3938	26.9119
Si	6.9425	12.1351	26.7929
Si	9.6008	14.847	26.7374
Si	12.3022	17.564	26.888
Si	9.5789	20.3662	27.0201
Si	1.4131	12.1531	26.9796
Si	2.7853	13.472	28.3525
Si	5.5243	16.2091	28.3265
Si	2.7741	18.9399	28.2578
Si	5.5537	10.7862	28.2472
Si	8.2711	13.5013	28.2167
Si	10.9411	16.1828	28.2361
Si	8.2447	18.9432	28.3328
Si	10.9936	10.7666	28.3338
Si	4.1515	12.1151	29.6595
Si	6.886	14.8496	29.6595
Si	4.1515	17.5841	29.6595
Si	6.886	20.3186	29.6595
Si	9.6205	12.1151	29.6595
Si	12.355	14.8496	29.6595
Si	9.6205	17.5841	29.6595
Si	12.355	20.3186	29.6595
Si	5.5188	13.4824	31.0268
Si	8.2533	16.2169	31.0268
Si	5.5188	18.9514	31.0268
Si	8.2533	10.7479	31.0268
Si	10.9878	13.4824	31.0268
Si	2.7843	16.2169	31.0268
Si	10.9878	18.9514	31.0268
Si	2.7843	10.7479	31.0268
Si	6.8362	10.938	0.6835
Si	9.5708	13.6725	0.6835
Si	6.8362	16.407	0.6835
Si	9.5708	8.2035	0.6835
Si	12.3052	10.938	0.6835
Si	4.1018	13.6725	0.6835
Si	12.3052	5.469	0.6835
Si	15.0397	8.2035	0.6835
Si	5.469	9.5708	2.0507
Si	8.2035	12.3052	2.0507
Si	5.469	15.0397	2.0507
Si	8.2035	6.8362	2.0507
Si	10.938	9.5708	2.0507
Si	13.6725	12.3052	2.0507
Si	10.938	15.0397	2.0507
Si	13.6725	6.8362	2.0507
Si	6.8306	8.2118	3.3302
Si	9.5478	10.9355	3.4612
Si	6.8406	13.668	3.5145
Si	9.5236	5.4251	3.3329
Si	12.3215	8.1798	3.4599
Si	4.1545	10.9835	3.3659
Si	12.3134	13.6651	3.3694
Si	4.0908	16.434	3.5014
Si	8.1077	9.5434	4.7761
Si	10.9602	12.3283	4.7706
Si	8.2438	15.0769	4.854
Si	10.8248	6.7719	4.7189
Si	2.899	9.551	4.7254
Si	5.4592	12.2745	4.8792
Si	13.5726	15.0495	4.8342
Si	5.5409	6.9275	4.8087
Si	6.3893	10.4628	6.1269
Si	10.0274	14.0806	6.077
Si	3.982	12.2675	24.2056
Si	9.0157	7.7212	5.9099
Si	1.7087	11.1262	5.931
Si	3.792	13.4453	6.1382
Si	4.6662	8.7302	6.1284
Si	3.9086	7.5537	8.0436
Si	7.3116	5.9702	6.0623
Si	0.9723	9.8123	24.373
Si	6.4236	15.2104	24.0724
Si	11.6754	5.001	6.0199
Si	7.2959	8.9887	24.194
Si	5.2769	10.245	22.0542
Si	9.951	12.6785	21.1992
Si	2.7836	8.2828	22.3696
Si	5.9721	14.0857	15.8252
Si	9.6184	5.4483	12.3773
Si	10.1436	7.9462	14.1356
Si	8.6265	14.9765	14.9015
Si	2.5351	10.2725	18.3405
Si	1.4813	15.0072	16.4434
Si	10.4793	12.6413	15.9375
Si	5.1036	14.0687	8.974
Si	10.4484	7.8483	8.6092
Si	11.6575	10.7144	13.7502
Si	10.073	17.1265	16.5165
Si	8.142	7.0264	10.4455
Si	5.8566	14.4744	18.8727
Si	7.1859	9.1335	14.1716
Si	3.1787	9.8329	15.3365
Si	12.0429	6.2576	7.9467
Si	5.2508	11.3548	19.0898
Si	4.4712	7.4725	13.811
Si	13.1194	11.1739	11.2592
Si	4.0608	8.7326	11.038
Si	3.0129	15.6625	19.0302
Si	6.001	10.9373	16.2369
Si	10.0347	18.8455	18.9304
Si	3.1804	13.9572	11.4104
Si	9.5988	17.2403	21.4337
Si	7.101	11.8018	8.956
Si	3.6195	4.4413	14.289
Si	2.2111	18.5233	19.4983
Si	11.5204	4.1876	10.1652
Si	9.7557	13.2007	8.2811
Si	11.5606	10.6064	8.6939
Si	6.99	9.8309	11.2928
Si	10.408	10.9411	18.6105
Si	0.8976	15.0836	21.3205
Si	7.6476	14.9093	21.3056
Si	6.3421	5.7167	8.2382
O	6.9532	10.7948	7.6816
O	3.2329	18.0985	23.4443
O	1.592	9.2508	22.9179
O	12.1813	10.2221	7.2432
O	8.7474	13.74	21.2034
O	4.7297	11.5407	22.9057
O	9.9468	17.882	22.8763
O	7.1398	10.023	15.5334
O	7.8723	8.4906	11.0701
O	9.5798	7.0114	9.7108
O	0.7087	18.6455	18.9114
O	11.8003	11.2949	12.2298
O	10.7379	16.2108	20.8891
O	5.3201	16.3941	23.6305
O	4.2535	14.4677	10.3047
O	12.3142	5.264	9.2418
O	4.5904	10.6017	15.5038
O	4.3374	5.902	14.1993
O	4.2514	14.1138	7.5887
O	2.1944	18.3748	21.1073
O	5.7571	12.8854	19.1507
O	9.9036	11.8067	22.5658
O	5.4357	9.5856	10.9056
O	6.9672	6.7157	9.373
O	9.2616	4.2559	13.423
O	10.7091	11.6782	14.6474
O	1.0854	10.8204	18.8178
O	3.0186	8.9451	19.1436
O	8.5743	8.3244	14.1971
O	12.6608	11.2696	9.7
O	4.1686	7.5929	12.203
O	10.4544	14.2601	9.2931
O	9.8037	11.7154	19.8991
O	13.6305	12.2875	6.6299
O	13.361	7.1445	7.5349
O	3.6472	11.4033	18.7143
O	5.6868	12.5668	9.2024
O	2.4264	9.8284	16.7782
O	12.613	14.1606	10.8537
O	4.5036	14.3437	15.1848
O	8.8742	16.3295	15.771
O	4.7755	6.1625	8.0915
O	4.0875	9.1488	21.9754
O	0.8932	13.5002	16.248
O	2.5482	14.9101	17.6677
O	9.2702	13.6706	15.6186
O	8.2299	5.8981	11.6221
O	2.8993	13.3895	23.5794
O	10.9974	9.2207	9.3302
O	13.1185	4.5727	15.0558
O	13.1747	10.6934	14.3412
O	9.4028	18.4695	20.3794
O	6.2851	12.5086	16.0005
O	6.6079	9.5951	22.7606
O	10.0766	11.7384	17.2333
O	2.161	15.2512	20.3337
O	8.2331	16.3918	21.6406
O	6.7146	14.5111	22.5827
O	5.9751	8.038	14.1028
O	9.4581	8.3359	7.3958
O	1.2444	15.3234	22.8902
O	3.4166	14.7659	12.7967
O	7.0225	15.0617	19.817
O	10.6511	18.3417	15.5888
O	10.325	6.7432	13.0637
O	0.3272	16.074	16.874
O	10.7099	4.8847	11.3532
O	0.387	13.5506	21.0917
O	8.1899	12.9783	8.6573
O	6.1234	14.7843	17.2978
O	2.9567	17.2729	18.7878
O	9.4235	17.8011	17.8459
O	9.7169	9.4591	18.5469
O	7.0278	14.75	14.7871
O	3.2844	12.3335	11.6236
O	3.7516	8.1263	9.5706
O	4.5261	15.2408	19.3636
O	10.4145	11.7206	8.4086
O	7.5337	11.0183	10.3283
O	3.4174	8.334	14.7294
O	7.1147	10.1691	12.89
O	6.3396	4.1916	8.8193
O	5.6132	10.6566	20.5065
O	11.0407	9.2159	13.7009
O	5.9911	10.5896	17.8386
O	2.8719	9.7261	11.5131

Results
free energy: -130286.739 eV
free energy less fixed offsets of O -568.88, Si -635.61 eV per atom: -4.979 eV

Forces (eV/angstrom), in the order of the atoms: element, x, y, z
Si	-0.016	-0.0512	-0.0974
Si	-0.0332	-0.0161	-0.4854
Si	-0.4264	0.4855	-0.255
Si	0.046	0.0373	-0.4805
Si	0.6218	-0.3702	0.0395
Si	0.0175	0.0179	-0.121
Si	-0.0101	0.0485	0.1156
Si	0.0756	-0.0213	-0.0018
Si	0.0386	0.0356	-0.1165
Si	-0.056	0.0386	-0.0555
Si	-0.0598	0.0216	-0.0601
Si	-0.0085	0.0031	-0.1362
Si	-0.0042	-0.0575	0.213
Si	-0.1243	-0.03	-0.2069
Si	-0.0373	0.0546	-0.0108
Si	-0.0208	-0.0378	-0.0199
Si	0.0343	0.0361	-0.0594
Si	-0.0571	0.0458	-0.0061
Si	0.0793	0.0106	0.0997
Si	0.0807	-0.1192	0.1049
Si	-0.0175	0.035	-0.0603
Si	0.0248	0.0248	-0.031
Si	0.0325	-0.0163	0.0052
Si	-0.0227	-0.0231	-0.0395
Si	-0.0088	-0.0201	0.0149
Si	0.0565	0.0213	0.0192
Si	0.0011	-0.0471	-0.0814
Si	-0.0448	0.0251	-0.0484
Si	0.2505	-0.1835	0.127
Si	0.247	-0.1901	-0.1078
Si	-0.1422	0.0401	-0.0564
Si	-0.1875	0.1314	-0.0068
Si	-0.073	0.3378	-0.0744
Si	-0.2447	0.1767	-0.0298
Si	0.058	-0.2265	-0.015
Si	0.0941	-0.0595	-0.0381
Si	0.0586	0.042	-0.0003
Si	-0.0023	-0.0446	-0.0005
Si	-0.1264	0.0455	-0.003
Si	-0.0079	0.0848	-0.0353
Si	-0.0891	-0.0204	0.0061
Si	0.0091	0.0934	-0.0152
Si	0.1014	-0.0446	-0.0342
Si	0.0541	-0.1685	0.0019
Si	-0.0705	-0.045	-0.0417
Si	0.0829	-0.0197	-0.0238
Si	-0.0133	0.0878	0.008
Si	-0.0017	-0.0963	0.0127
Si	0.055	0.0249	0.0282
Si	-0.0284	-0.016	0.0153
Si	0.0103	-0.0422	-0.0225
Si	-0.045	0.1379	-0.021
Si	0.0509	0.1891	-0.6315
Si	-0.1231	0.1055	0.4195
Si	-0.0532	0.013	0.7518
Si	-0.1313	-0.0576	-0.6238
Si	0.0612	-0.0136	0.4981
Si	0.1369	0.0493	-0.3971
Si	0.0407	-0.1688	-0.4441
Si	0.0608	-0.1139	0.2581
Si	-0.0948	-0.022	0.0926
Si	0.0147	-0.064	0.0095
Si	0.027	0.0545	-0.0869
Si	-0.0406	0.0684	0.1209
Si	-0.0946	0.0544	0.0298
Si	-0.0573	-0.0908	0.0239
Si	0.0315	0.0301	0.1466
Si	0.0618	-0.0241	0.0538
Si	-0.0422	0.1198	-0.2583
Si	0.0511	0.0466	-0.0802
Si	-0.0008	-0.0303	-0.0042
Si	0.0282	0.0688	-0.1462
Si	0.0465	-0.1098	-0.0559
Si	-0.0431	0.0937	0.0238
Si	0.0214	0.068	-0.0272
Si	-0.0313	0.0022	-0.1045
Si	0.1473	-0.0088	0.3732
Si	0.1774	0.2215	0.056
Si	-0.0985	0.0046	-0.3614
Si	0.1434	0.0633	0.0687
Si	0.0316	0.097	0.5965
Si	-0.1969	-0.0036	0.6035
Si	-0.0686	-0.0065	-0.1271
Si	0.1188	0.1663	0.091
Si	-0.0252	-0.0279	0.0867
Si	0.5374	-0.5292	-0.0119
Si	-0.0981	0.0584	-0.339
Si	-0.0785	-0.4761	-0.249
Si	-0.5974	0.4063	-0.172
Si	-0.071	0.0993	-0.0498
Si	0.1892	0.0902	-0.2397
Si	-0.1115	-0.1973	-0.0426
Si	-0.0991	0.0461	0.157
Si	-0.0728	0.0694	0.035
Si	-0.0254	-0.0086	0.0532
Si	0.0585	0.0457	-0.0561
Si	-0.0255	-0.0177	0.0432
Si	0.1099	0.0507	0.1128
Si	0.1063	-0.0696	0.0762
Si	0.1044	-0.1035	0.2013
Si	-0.1794	-0.0743	0.0107
Si	0.1016	0.0326	-0.0446
Si	0.0699	0.0821	0.0868
Si	-0.2735	0.0157	0.1275
Si	-0.2816	-0.0278	-0.0119
Si	-0.0866	0.1125	-0.0817
Si	0.0357	0.0406	0.1211
Si	0.0426	-0.205	0.1479
Si	-0.1763	0.141	-0.3017
Si	0.0033	0.0986	0.0064
Si	0.1181	0.0936	0.2015
Si	0.0966	0.2294	0.2432
Si	0.1474	0.0843	-0.0201
Si	-0.1266	-0.0933	0.0793
Si	0.1657	0.1894	-0.0573
Si	0.0139	-0.2739	0.1589
Si	-0.0262	-0.0422	-0.2877
Si	-0.0077	0.1919	0.1714
Si	-0.0072	-0.0673	-0.0507
Si	-0.0111	0.0253	-0.3065
Si	-0.0842	-0.2413	0.0619
Si	0.0541	0.2136	-0.3469
Si	0.1706	0.4605	0.1227
Si	-0.1873	-0.08	0.1566
Si	0.1677	-0.2454	0.0116
Si	0.0582	-0.1158	-0.2854
Si	0.1549	0.1125	-0.2004
Si	0.2205	0.017	-0.0788
O	-0.1383	-0.1913	-0.3396
O	-0.0022	0.0845	0.1733
O	-0.191	0.1533	0.1118
O	0.0455	-0.0367	-0.1614
O	-0.1248	0.0352	0.0494
O	0.0269	0.046	0.2354
O	-0.1323	0.2296	0.2892
O	0.0537	-0.0128	0.0269
O	0.0748	-0.0694	-0.0321
O	0.3299	0.0499	-0.1941
O	0.0039	-0.0631	0.068
O	-0.0464	-0.0212	-0.0622
O	-0.0022	0.0741	0.0205
O	0.0922	-0.0852	0.6305
O	0.0522	0.0776	-0.2336
O	0.0534	0.2204	-0.0169
O	-0.0095	0.0246	-0.0502
O	0.0258	-0.0182	0.0516
O	-0.1236	-0.0345	-0.3758
O	0.0195	0.0578	0.3052
O	0.0492	-0.0545	0.0485
O	0.1046	-0.2894	0.5025
O	0.015	-0.0244	-0.0411
O	0.0108	-0.0569	-0.0179
O	0.0159	-0.0132	0.0062
O	-0.0681	0.0247	-0.0087
O	-0.012	0.0314	0.0168
O	0.024	-0.0116	0.0784
O	0.0162	-0.0356	0.0193
O	-0.0894	-0.0585	-0.1448
O	0.0015	-0.0405	-0.0688
O	0.051	0.0307	0.064
O	-0.0773	0.0955	0.1785
O	0.0331	-0.0045	-0.598
O	-0.1418	-0.1214	-0.0172
O	0.0886	0.0054	0.0413
O	-0.0617	-0.0651	-0.0291
O	0.0197	-0.01	-0.0536
O	-0.0896	0.055	-0.0664
O	0.0445	-0.0143	0.0056
O	-0.0672	-0.0586	-0.0084
O	-0.0671	0.0959	-0.0031
O	0.0526	-0.0118	-0.0075
O	-0.0524	-0.0053	-0.0415
O	-0.0954	-0.0527	-0.0584
O	-0.0555	0.0022	0.0032
O	0.007	0.0139	-0.0221
O	-0.0941	0.0366	0.5727
O	-0.0575	-0.1194	0.1446
O	-0.038	0.0147	-0.0505
O	-0.027	0.0033	-0.0286
O	-0.0144	-0.0698	0.1272
O	0.0344	0.0404	-0.0712
O	0.2732	-0.2024	0.2883
O	-0.0649	0.0921	-0.0628
O	-0.1219	-0.0378	0.1837
O	-0.1132	-0.0242	0.0627
O	-0.0685	0.0427	0.3782
O	0.0104	-0.083	-0.0021
O	-0.0342	-0.1004	0.0515
O	0.1036	-0.11	0.3366
O	-0.0002	0.0445	-0.0222
O	0.1106	0.0261	0.19
O	0.0327	-0.012	-0.04
O	0.0425	-0.0482	-0.0501
O	-0.0612	-0.0086	-0.0163
O	0.0091	0.0719	0.0379
O	-0.0059	-0.0573	0.097
O	-0.0243	-0.0529	0.003
O	0.0784	0.007	-0.0934
O	-0.0476	-0.0012	0.0591
O	-0.0387	-0.083	-0.0468
O	-0.0528	0.0146	0.0054
O	0.0698	0.0074	-0.0501
O	-0.0539	0.0216	-0.0766
O	-0.0443	-0.1117	-0.2085
O	0.009	-0.0318	-0.0307
O	0.0064	-0.1943	0.0761
O	0.0667	0.0877	-0.1955
O	-0.0067	-0.0355	-0.0252
O	0.0352	-0.017	-0.0409
O	-0.0161	0.0069	-0.0268
O	0.0696	-0.0677	0.296
O	-0.0178	-0.0179	-0.0279
O	0.0391	0.0083	0.0364
O	-0.0511	-0.0773	-0.0705

The program warned: the cutoff lies below the one the program advises for these potential files; the exchange-correlation potential is rough where the density is thin.
